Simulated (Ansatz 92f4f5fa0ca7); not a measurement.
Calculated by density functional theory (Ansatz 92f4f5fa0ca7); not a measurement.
Periodic cell of 237 atoms, Si145O90As2, from a study of silicon, its oxide and their interface. The atomic structure is a simulated model.
Doubt: the cutoff is far below the 930 eV that the study's wrapper takes by default for these files, so forces and energies are approximate.
This geometry differs little from another in the collection (a relaxation step or a small displacement).

Settings
functional: PBE
potential files: Ansatz PAW
basis: plane waves
wave-function cutoff: 580 eV
density cutoff ratio: 5
exchange-correlation grid ratio: 1
k mesh: 1 x 1 x 1, Gamma-centred
self-consistency stop: 5e-08 eV per atom in the density residual
occupations: fixed
spin: none
net charge: 0

Cell vectors (angstrom)
a	11.6015	0	0
b	0	10.938	0
c	0	0	32.0622

Atoms: element, x, y, z (angstrom)
Si	-0.1952	-0.0672	23.2759
Si	3.6735	0.197	23.1055
Si	7.554	-0.1316	23.4471
Si	1.6897	1.3692	23.419
Si	5.7349	1.4066	23.1909
Si	9.4462	1.2293	23.3597
Si	0.1644	5.3145	23.4571
Si	4.1228	5.298	23.3961
Si	8.0352	5.6089	23.5427
Si	2.1607	6.5865	23.3621
Si	5.9668	6.7699	23.482
Si	10.0117	6.868	23.5945
Si	1.9045	2.6652	25.3812
Si	5.8319	2.6565	25.2558
Si	9.6316	2.6898	25.2605
Si	11.6002	4.0077	25.3852
Si	3.8935	3.9728	25.3224
Si	7.7426	4.0944	25.3425
Si	1.9755	8.1497	25.1907
Si	5.7784	8.1677	25.3676
Si	9.7125	8.2637	25.4276
Si	11.641	9.559	25.2636
Si	3.8684	9.5861	25.0745
Si	7.6924	9.5218	25.4073
Si	11.653	-0.0101	27.206
Si	3.9036	-0.0555	27.1212
Si	7.7611	-0.0152	27.2851
Si	1.9886	1.3118	27.2778
Si	5.8298	1.3215	27.206
Si	9.6982	1.3326	27.2067
Si	11.5948	5.471	27.2383
Si	3.8485	5.4217	27.2154
Si	7.714	5.4615	27.2662
Si	1.9401	6.8263	27.1789
Si	5.7613	6.7985	27.2752
Si	9.6566	6.8159	27.2817
Si	1.9484	2.7227	29.1752
Si	5.7933	2.7105	29.1398
Si	9.6831	2.7246	29.1424
Si	0.0146	4.0961	29.1645
Si	3.8669	4.0875	29.1676
Si	7.731	4.0771	29.1761
Si	1.9445	8.1866	29.1347
Si	5.7895	8.1939	29.1789
Si	9.6738	8.2048	29.1888
Si	0.0115	9.5605	29.1475
Si	3.8728	9.5691	29.1184
Si	7.7341	9.546	29.194
Si	0	0	31.0965
Si	3.8672	0	31.0965
Si	7.7343	0	31.0965
Si	1.9336	1.3673	31.0965
Si	5.8008	1.3673	31.0965
Si	9.6679	1.3673	31.0965
Si	0	5.469	31.0965
Si	3.8672	5.469	31.0965
Si	7.7343	5.469	31.0965
Si	1.9336	6.8362	31.0965
Si	5.8008	6.8362	31.0965
Si	9.6679	6.8362	31.0965
Si	1.9336	2.7345	0.9679
Si	5.8008	2.7345	0.9679
Si	9.6679	2.7345	0.9679
Si	0	4.1018	0.9679
Si	3.8672	4.1018	0.9679
Si	7.7343	4.1018	0.9679
Si	1.9336	8.2035	0.9679
Si	5.8008	8.2035	0.9679
Si	9.6679	8.2035	0.9679
Si	0	9.5708	0.9679
Si	3.8672	9.5708	0.9679
Si	7.7343	9.5708	0.9679
Si	11.6135	0.0087	2.9139
Si	3.8604	0.0283	2.8951
Si	7.761	0.0061	2.9004
Si	1.9358	1.3781	2.8907
Si	5.8337	1.34	2.8368
Si	9.6768	1.3773	2.9171
Si	11.5903	5.4771	2.8935
Si	3.8837	5.4838	2.901
Si	7.7643	5.5207	2.8865
Si	1.9252	6.8132	2.8814
Si	5.8184	6.8453	2.8874
Si	9.6892	6.8836	2.9383
Si	1.9684	2.7402	4.8088
Si	5.9216	2.8502	4.6244
Si	9.6503	2.7998	4.8237
Si	11.6142	4.1058	4.8188
Si	3.931	4.0785	4.8057
Si	7.8028	4.2493	4.8654
Si	1.9043	8.141	4.8309
Si	5.8055	8.2586	4.7817
Si	9.6888	8.281	4.8971
Si	11.6393	9.6317	4.8859
Si	3.811	9.4952	4.7292
Si	7.7489	9.6254	4.8633
Si	11.5811	0.178	6.7862
As	3.7109	-0.3073	6.9358
Si	7.7986	0.0388	6.8485
Si	2.0591	1.3733	6.7501
As	5.725	1.1836	6.3546
Si	9.6815	1.5478	6.8238
Si	11.5583	5.4842	6.7374
Si	4.0171	5.4006	6.775
Si	7.7647	5.6724	6.8235
Si	2.0157	6.6204	6.6787
Si	5.8317	6.9672	6.7337
Si	9.7762	7.0196	6.9163
O	9.9715	7.9445	8.3159
O	7.5706	10.0238	8.2109
O	7.4482	4.6942	8.1358
O	2.78	10.4458	8.6965
O	2.1936	7.4807	8.0749
O	4.0568	4.5378	8.2177
O	9.8	2.4434	8.2271
O	2.6263	2.3543	7.9954
O	11.3878	4.582	8.1206
O	5.4139	2.3307	7.7229
O	5.829	7.9706	8.0666
O	11.2145	10.302	8.1652
O	11.266	10.0879	21.7961
O	3.2342	10.7108	21.5271
O	5.7569	7.7879	22.177
O	4.2282	4.4514	21.9471
O	7.6764	9.6887	22.1893
O	10.3222	7.6687	22.1742
O	1.617	2.3903	22.1121
O	5.9482	2.4381	21.8809
O	8.4496	4.6923	22.2158
O	-0.0653	4.4451	22.0379
O	2.3397	7.3725	21.9168
O	9.1415	1.8745	21.8572
Si	1.9656	7.7421	9.6457
Si	5.0375	0.6063	17.6868
Si	2.4612	5.4524	14.0719
Si	10.57	3.8449	14.0249
Si	8.2728	2.3989	15.2516
Si	9.5597	2.2427	20.3315
Si	10.5144	3.6341	9.1107
Si	0.0892	2.2666	11.5775
Si	10.9462	8.0715	15.4399
Si	5.1641	6.9537	14.0005
Si	5.6953	2.6024	11.0939
Si	8.5749	7.6602	19.3986
Si	8.1261	4.8409	20.6303
Si	5.9116	9.6074	15.2031
Si	2.1089	7.6446	20.3329
Si	1.9269	4.8865	18.791
Si	4.5088	3.4665	18.0135
Si	8.4732	8.9284	16.8366
Si	0.7718	9.4658	13.3856
Si	9.9112	10.6137	11.7559
Si	5.3567	3.7086	21.0171
Si	0.5428	5.4892	16.2877
Si	10.7824	9.1072	9.1672
Si	6.5585	8.8969	21.2943
Si	7.0739	7.1554	11.4505
Si	2.6592	0.7082	12.4173
Si	10.8858	8.6846	21.0368
Si	6.0646	4.3797	15.6489
Si	7.0709	0.5134	12.9735
Si	4.0933	2.913	8.5084
Si	0.8667	6.7847	11.9319
Si	6.4669	9.1125	9.0551
Si	0.6771	3.2868	21.1424
Si	9.7588	6.5114	12.8905
Si	7.7075	4.5487	9.7385
Si	3.9854	10.0788	20.2085
Si	4.2168	3.07	13.5742
Si	3.7042	9.9861	9.9449
Si	8.0524	0.7909	18.0276
O	11.538	3.1989	12.8969
O	9.3307	4.4352	9.9213
O	8.8073	3.6003	19.8537
O	4.0355	-0.0355	18.8078
O	11.3275	4.4967	15.3045
O	9.8732	9.7223	10.3789
O	3.7228	1.5384	13.3348
O	0.62	8.9308	14.9159
O	6.4739	1.0095	18.3804
O	4.7644	3.1773	19.604
O	6.2281	1.1926	11.7437
O	0.5715	8.5835	9.8146
O	5.661	4.3514	17.2418
O	8.4147	7.2002	12.3471
O	4.3991	2.5259	10.0736
O	2.0302	5.6898	15.6246
O	3.5007	-0.1221	11.3217
O	5.8631	7.2028	12.5414
O	2.2822	6.3609	19.3651
O	0.6386	4.886	17.7938
O	8.4004	10.7282	12.3569
O	5.2933	10.1197	9.5454
O	0.5951	8.2106	20.1976
O	9.7555	2.594	14.6516
O	1.8542	10.6641	13.4309
O	9.9229	9.1056	16.1407
O	6.1521	10.3681	13.7777
O	7.431	1.631	14.0983
O	1.6739	3.92	20.0523
O	5.9488	5.8511	14.9418
O	7.3212	8.9469	15.7013
O	1.5804	1.6316	11.6233
O	7.0718	8.4059	10.3967
O	4.334	2.0171	17.2688
O	6.9772	3.2166	10.3041
O	11.4261	6.9355	16.4901
O	8.2443	10.1428	17.8586
O	3.3143	8.4194	10.2561
O	7.6038	3.8607	15.5324
O	3.1501	4.3265	17.8981
O	2.8539	3.9189	13.7513
O	1.3308	8.2659	12.4427
O	1.1753	5.7441	13.13
O	4.9599	8.3344	14.8508
O	11.1814	2.3988	20.3214
O	10.9003	9.9341	12.8573
O	5.1614	3.553	12.3201
O	5.0975	3.2868	14.9158
O	6.4945	4.8042	20.5651
O	8.3978	1.5593	16.6372
O	10.4867	1.1707	11.4666
O	10.8615	6.6765	11.6947
O	3.2493	8.6855	19.8339
O	1.6866	6.4102	10.5678
O	7.1599	8.1719	19.9918
O	8.4621	7.5826	17.7691
O	3.6735	6.4287	13.662
O	9.579	4.9418	13.3098
O	5.5212	9.9917	20.727
O	10.2034	7.3385	14.2035
O	8.7966	6.1576	19.969
O	7.0694	5.7971	10.5545
O	5.2634	10.5661	16.3774
O	9.0641	1.1511	19.2436
O	11.5956	3.1194	10.1982
O	9.7328	8.7082	19.8844

Results
free energy: -153070.906 eV
free energy less fixed offsets of As -4856.12, O -568.88, Si -635.61 eV per atom: 3.984 eV

Forces (eV/angstrom), in the order of the atoms: element, x, y, z
Si	-0.0041	0.0095	-0.0007
Si	-0.0042	0.0039	-0.0108
Si	-0.0136	0.0043	-0.0074
Si	-0.0049	-0.0077	-0.0078
Si	0.0054	-0.008	-0.0089
Si	0.0041	0.0022	-0.0124
Si	-0.0106	0.0015	-0.0137
Si	0.0123	-0.0011	-0.0069
Si	-0.0046	-0.0026	-0.0047
Si	-0.0015	-0.0002	-0.0114
Si	-0.0034	0.0003	-0.001
Si	0.0023	0.001	-0.0064
Si	0.0026	0.0003	-0.0018
Si	0.0016	0.0024	-0.0075
Si	-0.0029	-0.0007	-0.0055
Si	-0.0024	0.0014	0.0022
Si	-0.0029	0.0046	0.0034
Si	0.0004	0.0089	0.0079
Si	0.0018	-0.0001	0.0009
Si	0.0001	0.0033	0.0038
Si	-0.0029	-0.001	0.0084
Si	-0.0002	0.0027	-0.0034
Si	0.0047	0.0031	-0.0149
Si	0.0065	0.0015	0.0003
Si	-0.0068	-0.0009	-0.002
Si	0.0025	-0.0036	-0.0137
Si	0.0025	-0.0076	0.0047
Si	-0.0013	0.0026	0.0051
Si	-0.004	-0.001	-0.0066
Si	0.001	0.0005	-0.0053
Si	0.0001	0.001	0.0025
Si	-0.0035	-0.0008	0.0043
Si	-0.0006	-0.0062	0.0069
Si	-0.0026	-0.0051	-0.0065
Si	0.0055	0.0008	0.006
Si	-0.0083	0.0027	0.0047
Si	-0.0222	0.0021	-0.012
Si	0.0125	0.0004	0.023
Si	-0.0136	-0.0008	0.0188
Si	0.0055	-0.0075	-0.0087
Si	0.0166	0.0157	-0.0066
Si	0.0097	-0.0001	-0.0201
Si	0.0048	0.0012	0.0088
Si	0.013	-0.0002	-0.0327
Si	0.012	-0.0064	-0.0365
Si	0.0033	0.0098	0.0275
Si	-0.0157	0.0375	0.0465
Si	-0.0173	0.0037	-0.021
Si	0.0579	0.0074	-0.0883
Si	-0.0172	-0.0532	-0.2826
Si	-0.0244	0.0617	0.1163
Si	0.0006	-0.0751	0.0889
Si	-0.0089	-0.0081	-0.1288
Si	0.0165	-0.0766	-0.0893
Si	0.0166	-0.001	0.0168
Si	0.0344	0.0183	-0.0113
Si	-0.0051	-0.0317	0.015
Si	0.0185	-0.0112	-0.1304
Si	-0.0225	-0.0792	0.1149
Si	0.0455	-0.1528	0.1626
Si	-0.011	0.0741	-0.0539
Si	0.003	0.0792	-0.3436
Si	0.0299	0.0235	0.0335
Si	-0.0719	0.0125	-0.0171
Si	0.0155	-0.0037	0.0576
Si	0.0827	0.0872	0.131
Si	0.0175	0.0408	-0.0013
Si	-0.0223	0.0852	-0.0627
Si	0.0591	0.1172	0.1059
Si	-0.0481	0.0168	0.039
Si	0.0133	0.0428	-0.0596
Si	0.0817	-0.0412	0.0447
Si	0.0073	-0.007	-0.015
Si	-0.0317	-0.2465	-0.052
Si	0.0443	-0.0354	-0.0448
Si	-0.029	-0.0077	-0.0424
Si	0.0003	0.0191	0.0395
Si	-0.001	0.0057	0.001
Si	-0.0172	-0.0193	-0.0313
Si	-0.0367	0.0029	0.0136
Si	0.0577	0.0063	-0.0201
Si	-0.0203	0.0331	0.0421
Si	0.0145	0.0144	0.0693
Si	0.0036	-0.0275	-0.0316
Si	-0.0427	-0.0079	0.1378
Si	-0.0354	-0.1142	0.2743
Si	-0.0243	0.0174	-0.0097
Si	0.0124	-0.0143	-0.0225
Si	0.0853	0.0629	-0.0209
Si	0.0389	0.1223	-0.0739
Si	0.0159	-0.0454	-0.1009
Si	-0.1045	0.0147	-0.0574
Si	0.0046	-0.0032	-0.0123
Si	-0.0017	-0.0073	0.0187
Si	0.096	0.0892	-0.0143
Si	-0.0176	0.038	-0.0077
Si	0.0797	0.0133	-0.0389
As	0.5344	-0.04	0.0575
Si	-0.2635	-0.2056	0.2631
Si	0.1018	0.183	0.2294
As	0.0084	0.1878	-0.4246
Si	0.0769	0.0115	0.1035
Si	-0.0338	-0.0037	0.0571
Si	-0.0248	-0.0579	-0.0035
Si	0.0067	-0.0555	0.0255
Si	0.021	0.0143	0.0403
Si	-0.0439	0.0476	0.0405
Si	-0.032	-0.0119	0.0347
O	0.0217	0.0005	-0.0304
O	-0.0613	0.039	-0.0164
O	0.0185	0.0354	-0.0331
O	-0.4184	0.0288	0.2341
O	-0.0172	-0.0047	0.0101
O	0.0432	-0.0312	0.0394
O	-0.028	-0.0165	-0.057
O	0.0603	-0.0598	-0.0289
O	-0.001	0.0198	-0.0461
O	-0.0983	-0.079	-0.0448
O	0.0684	0.0001	0.0405
O	-0.0361	-0.0003	-0.0403
O	0.0028	-0.0006	0.0061
O	0.0006	0.0045	0.0223
O	-0.0086	-0.0019	0.0145
O	-0.0088	0.0049	0.0103
O	0.003	0.0029	0.0084
O	-0.0018	-0.0057	0.0157
O	0.0008	-0.0038	0.0109
O	-0.0029	-0.0052	0.0137
O	-0.0021	0.005	0.0193
O	-0.0018	0.0063	0.0163
O	0.0003	-0.0149	0.024
O	0.001	-0.0097	0.0186
Si	0.0062	0.0176	0.0527
Si	0.0043	-0.0116	-0.024
Si	0	0.0199	-0.0013
Si	-0.0205	0.0035	0.0203
Si	0.0038	-0.0012	-0.0033
Si	0.0002	-0.0056	-0.0304
Si	0.0355	0.019	0.056
Si	0.0235	0.011	0.0069
Si	0.007	0.0183	-0.0086
Si	0.003	0.0112	-0.001
Si	0.0125	-0.0023	0.0663
Si	-0.0041	0	-0.0275
Si	0.0023	0.0007	-0.0283
Si	-0.011	-0.0036	-0.0051
Si	-0.0061	0.0067	-0.039
Si	-0.0103	-0.0082	-0.0316
Si	-0.0009	0.0003	-0.0242
Si	-0.0017	0.0175	-0.026
Si	0.023	-0.0033	0.0118
Si	-0.0123	0.0125	0.0493
Si	0.0014	-0.0048	-0.0297
Si	-0.0093	0.0069	-0.0059
Si	0.0257	-0.0108	0.0513
Si	-0.0033	0.0074	-0.0266
Si	-0.0065	-0.0145	0.0081
Si	-0.0093	-0.0209	-0.0227
Si	0.0008	0.0067	-0.0283
Si	-0.0075	0.006	-0.0114
Si	-0.0098	-0.0096	0.0099
Si	-0.0234	-0.0427	-0.0959
Si	0.0143	-0.0017	-0.0018
Si	-0.1216	-0.043	-0.0056
Si	0.0002	-0.0013	-0.0294
Si	-0.0047	0.0108	0.0143
Si	-0.0016	0.0587	0.0546
Si	0.0059	0.0073	-0.0383
Si	-0.0118	-0.0427	-0.0237
Si	0.0309	-0.018	0.0518
Si	-0.0095	-0.0063	-0.0182
O	0.0068	-0.0092	-0.0197
O	-0.003	-0.0245	-0.0203
O	-0.005	0.0045	0.0079
O	-0.0037	-0.0076	0.0232
O	-0.0006	-0.0049	-0.0117
O	0.0224	-0.0273	-0.0335
O	-0.0049	0.042	0.03
O	-0.0011	0.0019	-0.0125
O	0.0011	0.0047	0.0079
O	0.0054	0.0003	0.0173
O	-0.0213	0.0201	-0.0391
O	-0.0075	-0.0316	-0.015
O	0.0025	0.0014	0.0095
O	0.014	-0.0058	0.0012
O	0.0425	0.0261	-0.0543
O	-0.0005	-0.0038	0.001
O	0.016	-0.0364	-0.0875
O	0.0037	0.0026	-0.0075
O	-0.0029	0.0112	0.0136
O	0.012	-0.0055	0.017
O	0.0166	0.0023	-0.0049
O	-0.0764	-0.0327	0.058
O	-0.0037	0.0015	0.0101
O	-0.0014	0.0031	-0.0073
O	-0.0205	-0.0048	0.0056
O	-0.0097	-0.0105	0.0088
O	0.0061	0.008	-0.0005
O	-0.0102	-0.0007	-0.0065
O	-0.0011	-0.0007	0.0164
O	-0.0049	-0.0162	0.0069
O	0.0053	0.0047	0.0053
O	-0.0108	-0.0004	0.0083
O	0.0011	0.0224	-0.0429
O	0.0025	0.0086	0.0118
O	-0.0049	0.0015	-0.0013
O	0.0014	-0.0182	-0.0005
O	-0.0045	0.0069	0.0065
O	-0.0179	0.0531	-0.0219
O	-0.002	-0.0011	0.0047
O	-0.0039	0.0046	0.0087
O	-0.0159	-0.0027	0.0047
O	-0.0225	0.0068	0.004
O	0.0035	-0.0028	-0.0023
O	-0.0013	-0.0026	-0.0065
O	0.004	0.0055	0.0075
O	-0.014	0.0089	-0.0194
O	-0.0016	-0.0109	-0.0197
O	0.0079	0.0014	-0.0021
O	0.0006	0.0035	0.0083
O	0.0009	-0.0009	0.0013
O	0.0034	-0.0095	0.0036
O	-0.0079	-0.0033	-0.0128
O	-0.0047	-0.0035	0.0098
O	-0.0075	-0.0127	0.0051
O	-0.0037	-0.0044	0.0182
O	-0.0017	-0.0099	0.0242
O	-0.0092	-0.0088	0.011
O	-0.0026	-0.0056	-0.0033
O	0.0076	-0.009	0.0135
O	-0.0072	-0.0067	-0.0057
O	0	-0.009	0.011
O	0.0012	-0.0172	-0.0082
O	-0.0008	0.0124	0.0141
O	0.0093	0.0064	0.0127
O	-0.0229	0.0072	-0.0199
O	0.0025	0.0014	0.0125

The program warned: the cutoff lies below the one the program advises for these potential files; the exchange-correlation potential is rough where the density is thin.
